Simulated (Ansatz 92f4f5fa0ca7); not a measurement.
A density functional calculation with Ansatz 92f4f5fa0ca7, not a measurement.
Periodic cell of 215 atoms, Si131O82As2, from a study of silicon, its oxide and their interface. The atomic structure is a simulated model.

Settings
functional: PBE
potential files: Ansatz PAW
basis: plane waves
wave-function cutoff: 700 eV
density cutoff ratio: 5
exchange-correlation grid ratio: 1
k mesh: 2 x 2 x 1, shifted by 0.5 0.5 0.5 of a step
self-consistency stop: 5e-08 eV per atom in the density residual
occupations: fixed
spin: none
net charge: 0

Cell vectors (angstrom)
a	10.938	0	0
b	0	10.938	0
c	0	0	31.5432

Atoms: element, x, y, z (angstrom)
Si	10.4506	0.5445	24.3359
Si	6.0459	10.4797	24.1406
Si	2.1459	3.2185	24.0716
Si	8.7121	2.2253	24.2834
Si	0.5074	5.0203	24.1535
Si	5.0645	5.869	24.1857
Si	3.3997	7.62	24.1579
Si	7.8378	8.8048	23.9822
Si	1.3474	1.4643	25.4563
Si	6.9204	1.2871	25.4789
Si	4.0308	4.0855	25.3233
Si	9.664	4.0741	25.4004
Si	1.4928	6.7941	25.3535
Si	6.8994	6.9322	25.2391
Si	4.227	9.5139	25.3293
Si	9.5279	9.6236	25.4349
Si	2.7857	-0.0106	26.6417
Si	8.2214	-0.0298	26.9286
Si	0.0147	2.7628	26.9036
Si	5.4576	2.7212	26.6602
Si	2.7591	5.4332	26.825
Si	8.2315	5.5065	26.6227
Si	0.0438	8.1932	26.6472
Si	5.5494	8.1901	26.7832
Si	4.1161	1.356	28.0703
Si	9.5848	1.3737	28.2206
Si	1.3848	4.1241	28.2175
Si	6.8406	4.1239	28.0235
Si	4.1457	6.8263	28.1322
Si	9.5974	6.8387	28.0531
Si	1.3981	9.5717	28.0449
Si	6.8358	9.544	28.2164
Si	0.0349	-0.0247	29.4949
Si	5.4542	0.0095	29.5021
Si	2.7578	2.7117	29.4968
Si	8.1778	2.7653	29.486
Si	-0.0154	5.4926	29.5051
Si	5.4937	5.452	29.4818
Si	2.7442	8.2022	29.4672
Si	8.2345	8.1737	29.4991
Si	1.3673	1.3673	30.8594
Si	6.8362	1.3673	30.8594
Si	4.1018	4.1018	30.8594
Si	9.5708	4.1018	30.8594
Si	1.3673	6.8362	30.8594
Si	6.8362	6.8362	30.8594
Si	4.1018	9.5708	30.8594
Si	9.5708	9.5708	30.8594
Si	2.7345	0	0.6835
Si	8.2035	0	0.6835
Si	0	2.7345	0.6835
Si	5.469	2.7345	0.6835
Si	2.7345	5.469	0.6835
Si	8.2035	5.469	0.6835
Si	0	8.2035	0.6835
Si	5.469	8.2035	0.6835
Si	4.1011	1.366	2.0441
Si	9.5308	1.3928	2.0474
Si	1.3232	4.1402	2.0543
Si	6.836	4.0988	2.0475
Si	4.0731	6.8708	2.0456
Si	9.5892	6.8195	2.0561
Si	1.3525	9.5727	2.0473
Si	6.8261	9.5766	2.0636
Si	-0.0514	0.0002	3.3647
Si	5.4479	0.0067	3.4585
Si	2.6889	2.7385	3.3418
Si	8.1816	2.7501	3.4722
Si	-0.0281	5.4812	3.5229
Si	5.4483	5.4861	3.3537
Si	2.6895	8.2093	3.46
Si	8.222	8.1939	3.3875
Si	1.2823	1.3946	4.6776
Si	6.7976	1.39	4.846
Si	4.0286	4.1472	4.6559
Si	9.5193	4.1028	4.9166
Si	1.3305	6.8834	4.9181
Si	6.8541	6.8181	4.7176
Si	4.0204	9.6142	4.8232
Si	9.5588	9.5647	4.7752
Si	2.5878	0.0608	6.1132
Si	8.2161	0.0238	6.1721
Si	-0.0247	2.6804	6.1955
Si	5.3554	2.8044	6.0627
Si	2.7229	5.4464	6.1754
Si	8.1346	5.5004	6.2533
Si	-0.0526	8.2719	6.2856
Si	5.4232	8.1712	6.0397
Si	3.468	1.9545	7.1825
Si	10.038	0.849	7.4499
Si	1.7625	3.6526	7.3834
Si	6.2241	4.5396	7.3853
Si	4.6431	6.318	7.2429
As	9.2821	7.1013	7.7228
Si	0.8815	10.1377	7.5354
As	7.3606	8.9498	7.2374
O	4.6646	6.6627	8.8551
O	1.4572	3.839	9.004
O	10.4083	6.0029	8.8044
O	1.3144	10.1102	9.1595
O	6.0364	4.1956	9.0099
O	3.6823	1.689	8.7877
O	7.0768	8.9306	9.0589
O	9.6708	1.1026	9.0394
O	8.2628	2.4809	22.717
O	10.9978	5.5016	22.632
O	5.6231	0.0742	22.6368
O	5.317	5.3689	22.6247
O	2.2006	2.7621	22.4704
O	3.3367	7.8085	22.5068
O	8.3995	8.7044	22.407
O	-0.1116	11.1683	22.7654
Si	2.2292	2.7858	12.8794
Si	8.7057	1.3173	10.3284
Si	1.105	4.3879	15.3011
Si	7.6642	5.5562	12.1081
Si	2.4369	8.1174	21.1921
Si	5.5269	7.8122	12.3959
Si	9.3506	0.3635	15.4756
Si	2.9748	-0.1278	16.6589
Si	10.5127	1.0213	12.5584
Si	7.7783	2.7705	21.2043
Si	9.2028	8.6873	14.4481
Si	1.6498	4.6092	10.4313
Si	4.5228	9.3919	19.1344
Si	11.0873	6.0447	21.1005
Si	6.6991	10.3509	14.8609
Si	5.4052	0.675	21.1493
Si	2.3675	9.7777	10.3804
Si	0.4591	10.5932	21.3769
Si	5.8686	5.2155	21.1123
Si	3.7108	7.0369	10.099
Si	9.0879	5.6046	14.8243
Si	3.6743	4.0464	19.0638
Si	10.0657	3.5985	19.2962
Si	4.3448	8.5996	15.3288
Si	0.5156	1.8403	17.1571
Si	6.847	7.4736	19.2321
Si	5.3176	3.5527	16.744
Si	7.835	4.9517	17.5051
Si	6.6482	9.9455	10.2572
Si	4.3975	1.058	10.0748
Si	0.0092	8.9637	11.8709
Si	9.1265	8.593	20.9338
Si	4.6399	1.5642	14.6165
Si	2.4719	2.0502	21.0268
Si	6.3546	3.3419	10.364
Si	3.4728	5.8357	16.6638
Si	10.1808	6.2604	10.3987
O	0.1562	2.5457	18.585
O	3.0141	9.5719	15.5498
O	10.8766	4.7486	20.1336
O	7.6497	2.4715	9.9289
O	11.1894	5.1613	11.1077
O	6.7958	6.824	12.672
O	10.488	7.8519	10.7657
O	7.7359	9.3638	13.9964
O	8.6364	5.9773	10.869
O	5.3795	10.3963	20.0821
O	2.3912	3.5342	11.4297
O	8.0121	8.5056	19.741
O	6.2668	6.6834	20.5417
O	5.5915	2.6333	15.4245
O	1.3217	0.8975	20.6991
O	6.0432	9.1234	11.546
O	4.6823	4.908	16.0899
O	6.6463	3.8475	17.6478
O	10.4708	10.5235	11.7665
O	5.6607	0.4017	14.0177
O	8.0449	5.0181	15.9053
O	9.8273	9.7273	15.5539
O	-0.3655	5.029	15.1132
O	1.5893	6.7716	20.7948
O	1.5584	0.5537	17.1702
O	6.6214	1.699	20.7743
O	1.0901	1.6026	12.7563
O	3.2411	5.4316	18.2574
O	9.5881	1.9298	11.5674
O	1.0949	3.0306	16.2067
O	8.6174	5.1052	13.3515
O	10.3218	8.4511	13.2812
O	1.4799	9.3554	21.6329
O	10.097	9.9023	20.6128
O	3.2349	0.1684	10.8467
O	5.1423	2.3186	10.8342
O	1.7269	3.9667	13.8693
O	7.9036	10.8832	10.7417
O	9.1963	4.4066	18.1866
O	5.7211	9.4058	15.793
O	5.5297	-0.0041	9.6065
O	3.6559	2.1577	13.437
O	2.0466	5.5576	15.9309
O	9.7851	0.9519	14.0131
O	4.4866	6.9361	11.5106
O	4.7467	4.4926	20.197
O	10.0259	1.2636	16.6242
O	6.6775	4.3456	11.6149
O	5.6266	8.3283	18.5611
O	9.0864	2.6875	20.2363
O	3.7059	1.0587	15.8436
O	4.2678	3.0245	17.9079
O	9.9413	7.179	20.884
O	3.3079	8.5875	9.7973
O	3.9841	7.3421	16.3092
O	7.7208	0.384	15.7044
O	8.9999	7.2148	15.0676
O	3.9549	1.3951	21.0958
O	1.6346	9.1383	11.7105
O	2.5002	5.9723	10.1619
O	7.4146	6.3996	18.1383
O	7.2124	4.2956	21.1052
O	4.6906	8.1983	13.7657
O	3.3798	8.5545	19.948
O	2.5104	3.2059	19.8553
O	3.7696	10.2628	17.9784

Results
free energy: -139640.880 eV
free energy less fixed offsets of As -4857.07, O -569.03, Si -635.61 eV per atom: -1.370 eV

Forces (eV/angstrom), in the order of the atoms: element, x, y, z
Si	-0.036	0.0362	-0.0654
Si	0.0358	-0.0263	-0.0577
Si	-0.0519	0.0238	-0.0521
Si	0.0142	-0.0343	-0.056
Si	0.0311	-0.0285	-0.059
Si	-0.0364	0.0154	-0.0553
Si	0.0387	-0.0443	-0.06
Si	-0.0073	0.0504	-0.0539
Si	-0.0013	0.0272	0.0094
Si	0.0109	-0.0246	-0.014
Si	-0.0327	-0.0008	0.0045
Si	0.0214	-0.0229	0.0005
Si	0.0181	-0.0069	0.0038
Si	-0.006	0.0272	0.0116
Si	0.0108	-0.0117	0.0186
Si	-0.0254	0.0091	-0.002
Si	0.0158	-0.0114	0.0405
Si	-0.0033	-0.0057	-0.0432
Si	0.0027	0.0087	-0.0421
Si	-0.0247	0.0058	0.0682
Si	-0.0044	-0.0091	-0.0318
Si	-0.0091	0.0177	0.0696
Si	0.0055	-0.0165	0.0602
Si	0.0144	0.0035	-0.0331
Si	0.0023	0.0007	0.0129
Si	0.0043	0.009	-0.0142
Si	0.0053	0.0057	-0.0074
Si	0.0052	-0.0008	0.0171
Si	0.0056	0.0041	-0.0077
Si	0.0028	-0.004	0.0125
Si	0.0025	-0.0028	0.0256
Si	-0.0062	-0.0062	-0.006
Si	0.0306	-0.0327	-0.0223
Si	-0.0208	0.0204	-0.0199
Si	0.0239	-0.0286	-0.0205
Si	-0.0282	0.0315	-0.0217
Si	-0.0288	0.0263	-0.0287
Si	0.0241	-0.0257	-0.0157
Si	-0.0278	0.0251	-0.0211
Si	0.0317	-0.0294	-0.0234
Si	0.1765	-0.1094	0.0872
Si	-0.1155	0.1099	-0.0522
Si	0.1705	-0.1112	-0.0153
Si	-0.1488	0.0951	-0.025
Si	0.0291	0.1909	-0.0801
Si	0.1511	-0.1763	0.0332
Si	-0.1167	0.0325	-0.0392
Si	0.1588	-0.1417	0.0307
Si	-0.0049	-0.1007	0.0331
Si	-0.1676	0.0965	-0.0304
Si	-0.1999	0.1152	-0.0029
Si	0.0585	-0.0455	-0.0004
Si	-0.1546	0.1337	-0.0005
Si	0.0651	-0.065	0.0744
Si	0.0787	-0.0739	0.0029
Si	-0.0768	0.1519	-0.0281
Si	0.0257	-0.0234	0.027
Si	0.0064	0.0347	0.0109
Si	-0.0299	0.0332	0.0253
Si	0.0155	-0.0219	0.0197
Si	-0.0338	-0.0038	0.0132
Si	0.0235	-0.026	0.0316
Si	0.0262	-0.0148	0.0201
Si	-0.0245	0.025	0.0269
Si	-0.0297	-0.0232	-0.0082
Si	0.0042	-0.0025	-0.0197
Si	0.0062	0.0062	0.0148
Si	0.0215	0.0342	-0.0095
Si	-0.0013	-0.0017	-0.0166
Si	0.0198	0.0212	-0.008
Si	-0.0383	-0.0247	-0.0092
Si	-0.0045	0.0011	-0.0051
Si	-0.0075	-0.0043	0.0266
Si	0.0105	-0.0117	-0.0256
Si	0.0026	0.0002	0.0252
Si	-0.0174	0.0058	-0.0833
Si	0.0079	0.0177	-0.0801
Si	-0.0164	-0.0098	0.0132
Si	0.009	-0.0041	-0.0286
Si	0.01	0.0187	0.0314
Si	-0.0139	-0.0072	0.0041
Si	-0.0268	-0.0358	-0.0111
Si	0.0132	-0.0266	-0.0059
Si	0.0024	0.0098	0.005
Si	0.0262	-0.0181	-0.0178
Si	-0.0051	0.0394	0.0077
Si	-0.0355	-0.0009	-0.0037
Si	0.0356	0.0341	0.0016
Si	-0.0528	0.0596	0.0818
Si	0.0217	-0.0343	0.0804
Si	0.0473	-0.0525	0.0708
Si	-0.0583	0.012	0.0529
Si	0.0726	-0.0287	0.0841
As	-0.0545	0.0346	0.0373
Si	0.0042	0.0431	0.0613
As	-0.015	-0.0031	-0.0133
O	-0.0243	-0.0075	-0.0021
O	0.0124	0.015	0.0063
O	0.0528	-0.0436	0.0223
O	0.0034	-0.0058	-0.0098
O	0.0173	-0.0053	0.0052
O	0.0136	-0.0145	-0.0479
O	-0.0038	0.0317	0.0174
O	0.0036	-0.0034	-0.013
O	0.0017	0.0043	-0.0022
O	0.0062	0.0044	-0.0025
O	0.0051	-0.0005	0.0002
O	0.0151	0.0061	-0.0073
O	0.0148	-0.0035	0.0037
O	-0.0163	0.0034	-0.0011
O	-0.0011	-0.0092	0.0039
O	0.0071	-0.0113	0.0051
Si	0.0067	-0.0051	0.005
Si	-0.0017	0.0018	0.0101
Si	-0.0007	0.0023	-0.0005
Si	-0.0031	-0.0072	0.0103
Si	0.0048	-0.0028	-0.0019
Si	0.002	-0.006	0.0135
Si	-0.001	0.0023	0.005
Si	-0.0063	-0.0019	0.0051
Si	0.0043	0.0028	-0.0013
Si	0.0032	0.0037	0.0006
Si	0.0048	-0.0039	0.0015
Si	-0.0018	0.0076	0.0151
Si	0.0005	-0.0055	-0.0028
Si	0.0008	-0.0048	-0.0017
Si	-0.0015	0.0006	-0.0003
Si	0.0018	-0.0003	-0.004
Si	0.0011	-0.0075	0.0133
Si	0.0015	-0.0009	-0.0004
Si	0.0033	-0.0009	0.0054
Si	0.0055	-0.0003	-0.002
Si	-0.0044	-0.0056	-0.004
Si	-0.0029	0.0005	0.0011
Si	0.0034	-0.0033	0.0005
Si	-0.0007	-0.0037	-0.0011
Si	0.0023	-0.0018	0.0045
Si	-0.0014	0	-0.0036
Si	0.008	-0.0074	-0.0023
Si	-0.0031	-0.0028	-0.001
Si	0.0057	-0.0141	0.0001
Si	-0.0062	0.0078	0.0119
Si	0.0018	-0.0054	0.0026
Si	0.003	-0.0002	-0.0111
Si	0.006	0.0033	-0.0039
Si	-0.0008	-0.0019	-0.007
Si	-0.0035	0.0095	0.0076
Si	-0.0028	0.005	0.0032
Si	-0.0008	0.0077	0.0074
O	-0.0128	0.0184	-0.0068
O	0.0209	-0.0013	0.0109
O	-0.009	0.0048	0.0031
O	-0.0098	-0.0114	0.0096
O	0.0273	-0.0219	-0.0236
O	-0.0168	0.0037	-0.0123
O	0.0022	-0.0032	0.015
O	0.0122	0.0019	0.0339
O	0.0133	0.0007	0.0056
O	-0.0121	0.0082	0.0074
O	-0.018	0.0057	-0.0073
O	-0.0041	-0.0163	0.0153
O	0.0071	-0.0132	-0.0195
O	0.0063	-0.0052	-0.001
O	0.017	0.0044	0.0236
O	0.0034	-0.0001	-0.0147
O	-0.0151	-0.0046	0.0301
O	0.0009	0.0163	-0.0054
O	-0.0007	0.016	0.0148
O	-0.0043	0.0051	0.0362
O	0.0188	0.0049	0.004
O	-0.0263	0.0122	-0.0306
O	-0.0021	-0.0009	-0.0004
O	-0.0085	0.0141	0.0177
O	-0.0019	0.0145	-0.0078
O	-0.001	0	0.0175
O	-0.0085	0.0143	-0.0019
O	0.0181	-0.027	-0.0205
O	0.0049	-0.0131	-0.0024
O	-0.0111	-0.0025	0.0008
O	0.0012	0.0136	0.0171
O	-0.0035	0.0135	0.0052
O	-0.0023	0.007	-0.0109
O	-0.0057	-0.0208	0.0179
O	-0.003	-0.0137	-0.0224
O	0.0214	0.0013	-0.0239
O	0.0007	-0.0194	0.0059
O	-0.011	0.0059	-0.0199
O	-0.0095	-0.0097	0.0098
O	-0.0026	0.0127	-0.0281
O	0.0021	-0.0012	0.0279
O	-0.0174	0.001	0.0074
O	0.0123	-0.0188	0.0019
O	0.004	-0.0187	0.0031
O	-0.0028	0.0167	-0.0174
O	0.0077	0.0064	-0.0033
O	0.0125	-0.0097	-0.02
O	0.0042	-0.0115	-0.0215
O	0.0077	-0.0024	0.0271
O	-0.0071	0.0191	-0.0025
O	-0.0017	-0.0145	-0.0149
O	-0.011	0.0341	0.0114
O	0.005	0.0031	0.006
O	-0.011	0.0052	0.0147
O	-0.0033	-0.0054	-0.0122
O	0.0119	-0.0148	-0.0241
O	0.0054	0.0024	-0.0108
O	-0.0035	0.0001	-0.002
O	0.0115	-0.0023	-0.0289
O	-0.0002	-0.0131	-0.0022
O	-0.0046	-0.0114	0.0118
O	-0.0154	-0.0119	-0.0008
O	0.0108	-0.0019	-0.0017
O	0.0019	0.009	0.0115
O	0.016	-0.0152	0.0176
O	0.0002	-0.0059	-0.0018

The program warned: the cutoff lies below the one the program advises for these potential files; the exchange-correlation potential is rough where the density is thin.
